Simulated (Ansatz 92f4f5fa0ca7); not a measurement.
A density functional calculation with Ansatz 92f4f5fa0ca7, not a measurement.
Periodic cell of 351 atoms, Si241O110, from a study of silicon, its oxide and their interface. The atomic structure is a simulated model.
Doubt: the cutoff is far below the 930 eV that the study's wrapper takes by default for these files, so forces and energies are approximate.
This geometry differs little from another in the collection (a relaxation step or a small displacement).

Settings: functional PBE; potential files Ansatz PAW; basis plane waves; wave-function cutoff 580 eV; density cutoff ratio 5; exchange-correlation grid ratio 1; k mesh 1 x 1 x 1, Gamma-centred; self-consistency stop 5e-08 eV per atom in the density residual; occupations fixed; spin none; net charge 0.

Cell vectors (angstrom)
a 11.6015 0 0
b 0 13.3963 0
c 0 0 40.0844

Atoms: element, x, y, z (angstrom)
Si 0 2.2327 1.1851
Si 3.8672 2.2327 1.1851
Si 7.7343 2.2327 1.1851
Si 1.9336 5.5818 1.1851
Si 5.8008 5.5818 1.1851
Si 9.6679 5.5818 1.1851
Si 0 8.9308 1.1851
Si 3.8672 8.9308 1.1851
Si 7.7343 8.9308 1.1851
Si 1.9336 12.2799 1.1851
Si 5.8008 12.2799 1.1851
Si 9.6679 12.2799 1.1851
Si 1.9336 1.1164 1.9745
Si 5.8008 1.1164 1.9745
Si 9.6679 1.1164 1.9745
Si 0 4.4654 1.9745
Si 3.8672 4.4654 1.9745
Si 7.7343 4.4654 1.9745
Si 1.9336 7.8145 1.9745
Si 5.8008 7.8145 1.9745
Si 9.6679 7.8145 1.9745
Si 0 11.1635 1.9745
Si 3.8672 11.1635 1.9745
Si 7.7343 11.1635 1.9745
Si 1.9336 1.1164 4.3426
Si 5.8008 1.1164 4.3426
Si 9.6679 1.1164 4.3426
Si 0 4.4654 4.3426
Si 3.8672 4.4654 4.3426
Si 7.7343 4.4654 4.3426
Si 1.9336 7.8145 4.3426
Si 5.8008 7.8145 4.3426
Si 9.6679 7.8145 4.3426
Si 0 11.1635 4.3426
Si 3.8672 11.1635 4.3426
Si 7.7343 11.1635 4.3426
Si 0 0 35.7438
Si 3.8672 0 35.7438
Si 7.7343 0 35.7438
Si 1.9336 3.3491 35.7438
Si 5.8008 3.3491 35.7438
Si 9.6679 3.3491 35.7438
Si 0 6.6981 35.7438
Si 3.8672 6.6981 35.7438
Si 7.7343 6.6981 35.7438
Si 1.9336 10.0472 35.7438
Si 5.8008 10.0472 35.7438
Si 9.6679 10.0472 35.7438
Si 0 0 38.1119
Si 3.8672 0 38.1119
Si 7.7343 0 38.1119
Si 1.9336 3.3491 38.1119
Si 5.8008 3.3491 38.1119
Si 9.6679 3.3491 38.1119
Si 0 6.6981 38.1119
Si 3.8672 6.6981 38.1119
Si 7.7343 6.6981 38.1119
Si 1.9336 10.0472 38.1119
Si 5.8008 10.0472 38.1119
Si 9.6679 10.0472 38.1119
Si 0 2.2327 38.9013
Si 3.8672 2.2327 38.9013
Si 7.7343 2.2327 38.9013
Si 1.9336 5.5818 38.9013
Si 5.8008 5.5818 38.9013
Si 9.6679 5.5818 38.9013
Si 0 8.9308 38.9013
Si 3.8672 8.9308 38.9013
Si 7.7343 8.9308 38.9013
Si 1.9336 12.2799 38.9013
Si 5.8008 12.2799 38.9013
Si 9.6679 12.2799 38.9013
Si 0.0727 -0.1692 28.7758
Si 3.9165 -0.0226 28.6228
Si 7.7374 0.1305 28.7253
Si 2.0047 3.4077 28.5471
Si 5.9684 3.2007 28.5494
Si 9.8584 3.5307 28.6436
Si -0.0095 6.6455 28.6858
Si 4.0348 6.7902 28.4476
Si 7.7675 6.8354 28.5686
Si 2.0658 9.9217 28.7682
Si 6.1564 10.2194 28.6166
Si 9.8473 10.0213 28.8205
Si 0.103 2.201 29.339
Si 3.9403 2.2365 29.3313
Si 7.9328 2.3331 29.4843
Si 2.0487 5.6504 29.2996
Si 5.8915 5.5257 29.2134
Si 9.67 5.6699 29.5654
Si 0.1306 8.8651 29.5752
Si 4.1417 8.9953 29.3309
Si 7.8753 8.9561 29.5706
Si 2.0488 12.2057 29.4994
Si 5.8609 12.3607 29.5284
Si 9.6521 12.288 29.4746
Si 0.058 2.2195 31.7369
Si 3.9096 2.2359 31.7283
Si 7.8236 2.2622 31.8369
Si 1.9968 5.607 31.7075
Si 5.8465 5.554 31.6656
Si 9.6752 5.6062 31.8975
Si 0.0706 8.8919 31.9002
Si 3.9894 8.9397 31.737
Si 7.798 8.9322 31.901
Si 2.0008 12.2478 31.8458
Si 5.8318 12.2951 31.8722
Si 9.6824 12.2819 31.8346
Si 1.9853 1.1156 32.5549
Si 5.8492 1.1501 32.5669
Si 9.7351 1.123 32.598
Si 0.0555 4.4678 32.5267
Si 3.9096 4.4687 32.5149
Si 7.7444 4.4778 32.6073
Si 2.0396 7.8119 32.5677
Si 5.8564 7.7727 32.5625
Si 9.7221 7.821 32.6724
Si 0.0345 11.1599 32.5838
Si 3.9229 11.1416 32.6203
Si 7.761 11.1745 32.635
Si 1.9373 1.1181 34.9374
Si 5.8043 1.1248 34.9439
Si 9.6782 1.1176 34.9611
Si 0.0096 4.4634 34.9241
Si 3.8729 4.4666 34.918
Si 7.7261 4.4686 34.9678
Si 1.955 7.8108 34.9441
Si 5.8024 7.7993 34.9417
Si 9.6702 7.8146 35.0025
Si 0.001 11.1638 34.9517
Si 3.8726 11.1552 34.973
Si 7.735 11.1648 34.9811
Si -0.0026 0.003 5.1547
Si 3.8616 -0.0147 5.1385
Si 7.7233 -0.009 5.1498
Si 1.9187 3.3563 5.1356
Si 5.7942 3.3549 5.1221
Si 9.6691 3.3481 5.1301
Si 0.0048 6.6995 5.1348
Si 3.8558 6.702 5.141
Si 7.7252 6.6864 5.0715
Si 1.9307 10.0487 5.1587
Si 5.7834 10.0665 5.1204
Si 9.685 10.0533 5.12
Si -0.0511 0.0047 7.5436
Si 3.8015 -0.0455 7.5153
Si 7.6649 -0.0208 7.5365
Si 1.8464 3.3621 7.5093
Si 5.7308 3.3614 7.4807
Si 9.62 3.3497 7.4949
Si -0.0279 6.6954 7.5053
Si 3.7983 6.7135 7.5182
Si 7.6637 6.6732 7.3964
Si 1.8966 10.0431 7.5512
Si 5.7264 10.1046 7.4827
Si 9.6889 10.0576 7.4816
Si -0.0739 2.2385 8.3509
Si 3.7788 2.2068 8.1668
Si 7.669 2.2369 8.2202
Si 1.881 5.5795 8.3631
Si 5.7307 5.6084 8.2616
Si 9.5988 5.609 8.2004
Si -0.0097 8.8954 8.3609
Si 3.8418 8.9439 8.3307
Si 7.6919 8.9392 7.9771
Si 1.8585 12.2658 8.3749
Si 5.7176 12.2995 8.4273
Si 9.6158 12.2774 8.3155
Si -0.1347 2.2433 10.7577
Si 3.706 2.1797 10.4843
Si 7.6258 2.2426 10.5612
Si 1.8584 5.5384 10.7815
Si 5.6948 5.6336 10.6278
Si 9.5351 5.6504 10.5321
Si 0.0268 8.8363 10.7703
Si 3.8861 8.9494 10.7183
Si 7.6888 8.956 10.2435
Si 1.7831 12.2488 10.787
Si 5.6528 12.3095 10.8963
Si 9.5643 12.2477 10.6921
Si 1.8101 1.1136 11.5127
Si 5.6449 1.2586 11.418
Si 9.4838 1.0993 11.4565
Si -0.2186 4.5359 11.4239
Si 3.8154 4.353 11.3643
Si 7.6258 4.4932 11.2988
Si 2.0715 7.7423 11.6153
Si 5.911 7.9053 11.3822
Si 9.5124 7.9062 11.3075
Si -0.1576 11.0457 11.536
Si 3.6774 11.117 11.6583
Si 7.6166 11.0544 11.3144
O 3.8305 10.6529 15.9946
O 10.947 4.7145 13.0292
O 9.5234 20.9552 16.2813
O 1.844 1.166 13.1814
O 23.0927 24.3087 20.7931
O 2.5037 7.6954 13.256
O 9.0658 8.1596 12.9171
O 6.3622 8.1833 12.9923
O 23.4485 15.0998 19.8435
O -0.3044 16.1347 17.4465
O 3.4674 16.126 24.9154
O 2.5029 18.7101 17.4455
O 6.1554 2.7401 26.9369
O 3.1889 17.6281 22.5411
O 7.3971 0.2837 27.0821
O 7.2356 7.0758 24.1731
O 9.9816 9.9147 27.186
O 7.6498 7.2065 26.9332
O 10.0548 3.9437 27.0131
O -0.3276 6.4103 27.0423
O 10.0499 11.1211 24.875
O 0.1 9.1317 25.2538
O -7.3777 6.9633 26.7867
O 6.7798 10.4455 27.0599
Si 11.9536 13.5544 25.8461
Si 3.8965 17.4321 24.03
Si -2.6004 11.8834 23.8934
Si 0.5356 16.3346 18.8295
Si -11.5378 10.097 14.5751
Si 6.0916 17.0293 22.2621
Si 11.4657 3.6802 23.7772
Si -14.2219 14.83 14.6583
Si 26.0056 6.9249 17.495
Si 13.2823 9.2526 25.5964
Si -1.0964 18.6666 26.1337
Si 14.5417 24.7323 14.8021
Si 3.6623 6.8936 25.2457
Si 9.4687 14.8944 24.6075
Si -9.1095 1.0349 14.6851
Si 13.2124 7.4411 14.6221
Si 24.6962 10.6491 21.0938
Si -9.7142 20.8516 20.5039
Si 17.3097 27.7679 20.4974
Si 17.4897 9.1985 20.6878
Si 3.1485 30.8452 18.2663
Si 21.7507 11.8202 21.0813
Si 33.585 28.0955 20.4092
Si 17.3119 7.0864 18.5286
Si 11.6695 2.1565 15.9651
Si 23.0173 5.1386 20.997
Si 5.0025 -15.5649 16.9724
Si 30.4689 22.7795 18.21
Si 17.288 2.508 17.6788
Si 6.7913 1.4704 26.0997
Si 7.7315 22.3867 13.454
Si 7.4134 17.5855 14.498
Si 9.0925 19.3837 16.2446
Si 8.821 17.3024 21.1559
Si 6.4608 24.1447 25.4766
Si 4.1015 38.5642 19.922
Si 6.8687 13.4248 16.4347
Si 23.1137 4.8296 14.5507
Si 4.4736 13.0618 25.4494
Si 3.7747 18.4959 21.2611
Si -2.4497 35.9306 16.0819
Si 7.5288 4.651 18.4267
Si 8.2785 26.5574 19.2841
Si -1.3826 -3.7153 25.6138
Si 17.6597 8.1296 23.7434
Si 16.3545 2.9131 13.9081
Si 1.9955 15.9596 25.5906
Si 13.6863 11.8839 24.0258
Si 8.2942 20.606 25.417
O 13.9218 21.2099 25.1701
O 4.4137 16.8793 17.4358
O -2.2267 14.3637 19.1639
O 9.2905 -2.0883 22.3835
O 28.7343 1.751 13.0253
O -3.7289 22.5408 15.0606
O 15.0331 4.482 19.8057
O 1.868 3.5746 26.8748
O 13.2403 14.5014 26.2027
O -2.3926 5.8805 25.3728
O 4.5432 13.2013 20.6441
O 10.3787 14.7074 15.47
O 16.2358 7.405 24.0337
O 7.2515 23.0014 19.8419
O 12.1128 6.6144 20.8747
O 8.4178 16.3463 14.8397
O -2.4882 11.8393 19.7984
O 3.9084 13.3028 26.9629
O -2.3339 14.4714 13.1018
O 0.1763 17.7329 19.6051
O 3.4504 -2.5168 13.3062
O 14.7226 6.6194 21.2433
O 7.6083 4.5892 12.9445
O 11.7181 12.6703 27.184
O -1.2214 18.6207 15.6283
O 5.9072 -1.2056 16.0166
O 16.0208 20.5204 17.5496
O 15.5737 4.0372 13.0012
O 10.6047 14.4605 25.6999
O 12.7189 5.9035 14.5623
O -0.3537 10.8586 13.1904
O 1.9186 9.5862 27.1573
O 22.2059 13.3816 21.3384
O 21.6912 16.1753 23.7888
O 13.9024 7.6377 16.1018
O 16.0092 25.3534 18.3178
O 13.3594 9.0076 21.0624
O 19.3029 17.2689 22.3366
O 7.7014 10.5422 12.9081
O -5.4254 22.1074 22.2189
O 5.2774 21.2874 19.8951
O 9.7281 15.9507 21.207
O 8.0503 28.8095 25.2191
O 3.122 26.3439 14.8865
O 7.9471 27.1222 15.264
O 12.0795 16.7724 14.968
O 6.2193 18.9634 18.771
O 0.7224 -0.7533 24.5459
O 7.1396 13.565 20.3997
O 15.2564 2.1689 14.8548
O 17.0052 18.2857 21.4199
O 3.4253 18.7152 24.92
O 19.6019 17.3115 19.7742
O 23.4795 17.692 22.3266
O 8.7809 5.4541 17.7616
O 5.483 15.2409 19.1462
O 21.3857 18.6323 21.1826
O 5.9516 23.452 17.5419
O 10.3889 23.4928 15.6009
O 7.7833 32.3321 15.3549
O -3.9989 12.9615 17.8268
O 13.6874 29.6335 18.3834
O 9.133 21.9752 25.1048
O 11.9894 8.5016 14.4244
O 5.4973 17.1984 23.7814
O 13.7075 7.5337 18.8632
O 6.1651 -4.0704 24.8054
O 1.3968 10.8754 15.1141
O 12.6473 16.0971 24.2787
O 13.9824 23.8884 24.813
O -9.0989 11.402 20.0336
O 5.8679 17.124 14.7827
O -4.5773 21.1955 17.883
O 1.371 14.5755 15.8683
O 17.3373 28.9001 21.6981
O 30.2349 3.4138 17.4948
O 11.4603 4.868 24.888
O -5.7322 1.3012 16.6162
O 7.5437 -1.8578 24.5441
O 1.862 11.4088 22.4928
O 5.0876 11.5717 25.4276
O 9.1608 0.1122 23.7883
O 5.6362 27.5785 25.1517
O 8.6654 23.1955 17.5046
O 16.5035 23.905 20.6358
O 3.3074 26.3585 24.2871

Results
free energy: -215761.693 eV
free energy less fixed offsets of O -568.88, Si -635.61 eV per atom: -2.883 eV

Forces (eV/angstrom), in the order of the atoms: element, x, y, z
Si 0.0093 0.0208 0.028
Si -0.0029 0.0038 0.0151
Si 0.0091 0.0399 -0.0047
Si 0.0039 -0.0118 0.001
Si 0.0129 -0.0116 0.0191
Si 0.0101 -0.0032 -0.0016
Si 0.0055 -0.0105 0.0012
Si 0.0015 0.0044 -0.0245
Si 0.0094 0.005 0.0113
Si 0.0149 -0.0188 -0.0255
Si -0.0082 -0.0036 0.028
Si 0.0061 0.0115 0.0123
Si -0.0088 -0.0146 -0.0078
Si -0.0168 -0.0223 -0.0138
Si -0.0271 -0.0431 -0.0093
Si -0.0239 0.0175 0.0066
Si -0.0363 0.0118 0.0027
Si -0.005 -0.0708 0.0005
Si -0.007 0.0239 0.0037
Si -0.064 0.0297 -0.009
Si 0.0178 -0.0009 -0.0054
Si 0.0447 0.0235 -0.0038
Si -0.0706 -0.0144 0.0056
Si 0.0048 -0.0226 -0.0078
Si -0.0468 -0.0064 0.1566
Si -0.0597 -0.0498 0.1178
Si -0.062 -0.0565 0.1528
Si -0.0587 0.0467 -0.0792
Si -0.1201 0.0549 0.0385
Si 0.0051 -0.1737 -0.2161
Si -0.0198 0.0871 0.0109
Si -0.1945 0.1026 0.0034
Si 0.084 0.0177 -0.0086
Si 0.1439 0.0912 -0.027
Si -0.1976 -0.0053 -0.1777
Si 0.0082 0.0135 0.0538
Si 0.0898 -0.0012 -0.0045
Si 0.0343 0.0422 -0.106
Si 0.0195 0.0814 -0.0108
Si 0.0846 0.0237 -0.1685
Si -0.0935 0.0334 0.0122
Si 0.0706 0.0579 -0.1248
Si 0.1935 -0.0792 -0.0706
Si 0.0901 -0.1186 0.0147
Si -0.0784 -0.0219 0.1467
Si -0.003 -0.0633 -0.0128
Si 0.0375 -0.1555 0.0341
Si 0.0487 0.0703 0.1579
Si 0.0385 0.0048 -0.0061
Si 0.0068 0.0185 0.0046
Si 0.0066 0.0475 -0.0004
Si 0.025 0.0276 0.0108
Si -0.0255 0.0191 0.0048
Si 0.0267 0.0429 0.013
Si 0.0652 -0.0217 0.0061
Si 0.0249 -0.0252 -0.0104
Si -0.0159 0.0066 -0.0027
Si -0.0039 -0.0129 -0.0001
Si 0.0129 -0.05 0.001
Si 0.0226 0.0349 0.0033
Si -0.0059 -0.0187 -0.0259
Si 0.0046 -0.0022 -0.0046
Si -0.0132 -0.0349 -0.0144
Si -0.0038 0.0131 0.0093
Si -0.0059 0.0078 0.0136
Si -0.0168 0.004 -0.0114
Si -0.0066 0.0146 -0.0025
Si -0.004 0.0001 -0.0017
Si -0.0042 -0.0077 0.0052
Si -0.0138 0.0143 -0.0023
Si 0.0004 0.0005 -0.0272
Si -0.0015 -0.0184 -0.0048
Si -0.0071 0.0546 -0.0209
Si -0.0347 -0.0106 0.0287
Si 0.0209 -0.0397 0.0489
Si 0.0492 -0.0541 0.0285
Si 0.0047 0.0291 0.0462
Si -0.0051 -0.0703 0.0437
Si 0.0609 0.0479 0.0655
Si -0.0283 -0.0647 0.0257
Si 0.005 -0.0955 0.0324
Si 0.0329 0.0903 -0.0112
Si -0.0076 -0.0004 -0.0578
Si -0.0565 0.0624 0.0177
Si 0.0216 -0.037 -0.0884
Si -0.0148 0.0354 -0.0591
Si 0.0064 0.0268 -0.1073
Si 0.0252 0.0621 -0.059
Si -0.038 0.0273 -0.0301
Si -0.1046 0.0701 -0.1021
Si 0.0312 -0.0903 -0.1246
Si 0.053 -0.04 -0.0576
Si 0.0503 0.016 -0.0709
Si -0.0469 -0.0755 -0.0928
Si -0.0061 0.0245 -0.0729
Si 0.0082 -0.0444 -0.0767
Si -0.0149 0.0233 -0.064
Si 0.0246 -0.0092 -0.0542
Si -0.007 -0.0196 -0.0466
Si -0.0306 -0.0195 -0.0633
Si 0.024 0.0122 -0.0777
Si 0.0358 -0.0069 -0.0538
Si -0.0228 0.0227 -0.0016
Si -0.0357 0.0004 -0.0477
Si -0.0019 -0.0197 -0.017
Si 0.0164 0.0369 -0.0453
Si 0.0084 0.0044 -0.0598
Si -0.0109 0.0191 -0.0473
Si -0.0062 -0.0204 0.0967
Si -0.0147 0.0111 0.0711
Si 0.0146 -0.0038 0.077
Si 0.0092 0.001 0.1103
Si -0.0049 0.003 0.1024
Si -0.0447 0.0144 0.0708
Si 0.0521 0.0061 0.0676
Si 0.0053 -0.0346 0.0839
Si -0.0167 -0.0024 0.0284
Si -0.0173 -0.031 0.0839
Si -0.0085 -0.0253 0.0627
Si 0.0055 -0.0035 0.0546
Si 0.0092 0.0084 0.0015
Si 0.0043 -0.0063 0.0036
Si -0.0029 -0.0005 0.0061
Si 0.0003 0.0066 -0.0203
Si 0.0012 -0.0022 -0.0148
Si 0.0192 -0.0048 0.0033
Si -0.0241 0.0121 0.0019
Si -0.0005 0.0201 -0.0094
Si 0.0219 0.0064 0.0417
Si 0.0079 0.0095 0.0108
Si 0.0052 0.0096 0.0176
Si 0.0012 0.006 0.0246
Si -0.0078 -0.0123 0.0125
Si -0.0002 0.0089 0.0052
Si 0.0016 0.0117 0.0182
Si 0.0052 -0.0104 0.0134
Si 0.0008 -0.0032 -0.0105
Si -0.0058 -0.0015 -0.0107
Si -0.0109 0.0008 0.0019
Si 0.0039 -0.0097 0.0107
Si 0.0031 0.0055 -0.0202
Si -0.0042 -0.0061 0.002
Si 0.0056 -0.0167 0.0133
Si -0.0171 -0.0064 0.0113
Si 0.0164 0.018 -0.0901
Si -0.0187 -0.0055 -0.0663
Si -0.0216 -0.0213 -0.0902
Si -0.0032 0.0091 -0.0804
Si 0.0145 0.0059 -0.0516
Si 0.0122 0.008 -0.0715
Si 0.0152 -0.0098 -0.0561
Si -0.0147 0.0072 -0.0697
Si 0.0004 -0.0093 -0.0336
Si 0.007 0.0006 -0.0555
Si -0.0088 0.0214 -0.0722
Si 0.0404 -0.0002 -0.0677
Si 0.0246 -0.0167 0.0884
Si 0.0033 0.0127 0.0525
Si -0.0178 0.0049 0.068
Si 0.0091 -0.009 0.0723
Si 0.0139 -0.0094 0.027
Si 0.0114 0.0026 -0.0021
Si -0.0512 0.0332 0.0393
Si 0.0168 -0.0084 0.0327
Si -0.0044 -0.0033 0.0483
Si 0.0067 0.0175 0.0588
Si 0.0401 -0.0047 0.0918
Si -0.0246 -0.0211 0.0502
Si -0.0591 0.0218 0.0375
Si -0.0193 -0.0361 0.1202
Si -0.0568 -0.0018 0.0906
Si -0.0713 0.0335 0.0426
Si -0.0365 0.0006 0.0865
Si -0.0733 0.0653 0.117
Si 0.0683 -0.0511 0.0831
Si -0.0131 0.0067 0.0481
Si 0.0243 -0.0083 0.1398
Si -0.0141 -0.0296 0.066
Si -0.0891 -0.0044 0.0391
Si -0.0129 -0.0319 0.0648
Si 0.0179 0.0541 -0.0195
Si 0.0845 -0.0287 -0.0703
Si 0.0859 0.004 -0.0017
Si 0.0515 -0.0728 0.0142
Si 0.0116 0.0111 -0.0171
Si 0.0536 0.006 -0.0768
Si -0.0304 0.0223 -0.0675
Si -0.0282 -0.0122 -0.0745
Si 0.0361 -0.0559 -0.0892
Si -0.0168 0.0975 -0.0269
Si 0.0848 0.0314 -0.0497
Si 0.0193 0.0379 -0.0905
O 0.028 -0.0016 0.0096
O 0.0275 0.0083 -0.0108
O 0.0034 -0.0013 -0.028
O 0.0219 -0.0262 0.0054
O 0.0083 -0.008 0.0017
O -0.009 -0.0182 0.0652
O -0.023 0.0178 -0.0013
O 0.052 0.0083 0.0176
O 0.0006 0.0007 0.0097
O 0.0077 0.0089 0.004
O 0.0041 0.0025 0.0039
O 0.0044 0.0039 -0.0145
O 0.0257 -0.0424 0.009
O 0.0094 0.0156 -0.0136
O 0.0034 0.0411 0.0266
O 0.004 -0.0098 0.0255
O 0.0189 0.0089 0.0165
O 0.0149 -0.002 -0.0117
O 0.0141 0.0556 0.0019
O -0.0384 -0.0336 0.0064
O -0.0061 0.0197 0.0147
O 0.0105 0.0123 0.0247
O -0.0247 0.0058 -0.0432
O -0.0358 0.0207 -0.0033
Si -0.0015 0.0292 0.0307
Si -0.01 -0.0002 -0.0075
Si -0.0108 0.0025 -0.0221
Si -0.0061 -0.01 -0.0194
Si 0.0257 0.0326 -0.0099
Si -0.0148 0.001 -0.0019
Si 0.0051 -0.0114 0.0043
Si 0.0095 -0.0057 -0.0372
Si 0.0094 -0.0147 0.0371
Si 0.0251 -0.0571 0.0012
Si -0.0233 0.01 0.0521
Si -0.0152 0.0023 -0.0422
Si 0.0077 0.0022 0.0463
Si 0.0041 -0.0011 -0.0371
Si -0.0295 -0.0397 -0.0002
Si 0.0077 0.0023 -0.0535
Si 0.0033 0.0142 0.003
Si 0.0213 -0.007 -0.0269
Si 0.0134 0.0283 -0.0198
Si 0.0184 -0.0142 0.0127
Si 0.0136 0.003 0.0169
Si -0.0277 0.0047 0.0061
Si 0.0073 0.0069 -0.0087
Si -0.0016 0.002 -0.001
Si -0.0069 -0.0036 0.0284
Si 0.0091 -0.0378 -0.0068
Si -0.001 -0.0046 0.0133
Si 0.0113 0.0074 -0.0121
Si 0.0067 -0.0068 0.0118
Si -0.0177 0.0268 0.041
Si -0.0163 -0.0062 -0.0741
Si 0.014 -0.0219 0.0063
Si 0.0108 0.0064 0.0462
Si -0.0195 -0.0038 -0.0256
Si -0.0387 -0.0109 0.0634
Si 0.0242 -0.0076 -0.028
Si 0.0059 -0.0033 0.0189
Si 0.0237 0.0215 -0.0361
Si 0.0048 -0.0552 0.0129
Si -0.0077 -0.0247 -0.0053
Si 0.0168 0.0071 0.0736
Si 0.0241 0.0171 0.0023
Si -0.019 0.0028 -0.0294
Si -0.0105 -0.0291 -0.0008
Si -0.0099 -0.0008 -0.0131
Si -0.0112 -0.0175 -0.0245
Si 0.004 0.0535 0.0503
Si -0.0016 -0.0037 -0.0136
Si -0.006 -0.0259 0.0257
O -0.0291 0.0459 0.0347
O -0.0043 0.0013 -0.0121
O -0.0017 -0.0037 0.0011
O 0.0187 -0.0013 -0.0085
O -0.0397 0.0243 -0.0208
O -0.0075 -0.004 0.0018
O 0.0037 0.0038 0.0094
O -0.0067 -0.0137 -0.0214
O -0.0133 -0.0157 -0.0199
O -0.0045 0.0093 0.0189
O -0.0035 -0.0051 0.0107
O 0.003 -0.0001 -0.0189
O 0.0307 0.0096 0.0048
O -0.0103 0.0056 0.0087
O -0.009 0.0083 0.0081
O 0.0002 0.0281 -0.0216
O 0.0071 -0.0032 0.002
O 0.0284 -0.0155 -0.0296
O -0.0181 0.0141 -0.0226
O -0.005 0.0114 0.0105
O -0.0202 0.0151 0.0631
O -0.0084 0.0017 0.0095
O -0.0113 0.0017 -0.0122
O -0.0087 -0.0151 0.0434
O -0.0054 0.006 -0.0187
O -0.0002 -0.0012 -0.0167
O 0.0033 -0.0059 -0.0082
O 0.0185 -0.0335 -0.0378
O -0.0119 -0.0015 0.0156
O -0.0302 -0.0197 -0.0112
O 0.019 -0.0541 -0.0148
O -0.0002 0.0216 0.0339
O 0.0051 -0.0008 0.0144
O -0.0057 0.0025 0.0206
O -0.0017 0.0026 -0.0105
O -0.0089 -0.0019 0.0094
O -0.0059 0.0004 0.0068
O 0.0087 0.0017 0.0065
O 0.005 -0.0171 -0.0307
O -0.0093 0.0102 -0.0026
O -0.0053 0.0058 0.0056
O 0.0028 -0.0024 0.0079
O 0.0155 0.0031 0.0108
O -0.0099 0.0534 -0.0222
O -0.019 -0.0148 0.0019
O 0.006 0.0003 -0.0148
O -0.002 -0.0006 -0.0049
O 0.0002 -0.0117 0.0158
O -0.0037 -0.0015 0.0142
O -0.006 0.0064 -0.015
O -0.0048 0.0038 0.0032
O 0.0013 -0.0284 0.0005
O 0.003 -0.0057 0.0066
O -0.0026 0.0235 -0.0194
O -0.0133 -0.0073 -0.0014
O -0.0046 -0.0015 -0.0091
O 0.0027 0.01 0.0082
O 0.0086 -0.003 -0.0051
O 0.0021 -0.0112 -0.0401
O -0.0063 0.0118 -0.0223
O 0.0168 -0.0053 0.02
O 0.0009 0.0016 -0.003
O 0.0093 0.037 0.0252
O -0.0148 -0.008 -0.0043
O 0.0066 0.0052 0.0083
O 0 0.0018 -0.0034
O -0.0046 0.0379 0.0191
O -0.027 -0.016 -0.02
O 0.0032 0.0036 0.0116
O -0.014 -0.0057 0.022
O -0.0062 0.0003 -0.0001
O -0.0046 0.0069 -0.0041
O -0.0153 -0.0028 -0.0032
O 0.0326 -0.0085 -0.0421
O -0.0007 -0.0189 0.0012
O -0.0043 -0.0057 -0.0018
O -0.0024 -0.0069 -0.0065
O -0.0056 0.011 -0.0184
O 0.0214 -0.0058 0.0098
O -0.0093 -0.0172 -0.0014
O -0.0017 0.04 0.0305
O 0.0018 -0.0166 0.0257
O -0.0111 -0.0073 0.0004
O -0.0248 -0.0116 -0.0063
O -0.0097 0.0148 -0.0035
O 0.0332 0.0012 0.0516

The program warned: the cutoff lies below the one the program advises for these potential files; the exchange-correlation potential is rough where the density is thin.
